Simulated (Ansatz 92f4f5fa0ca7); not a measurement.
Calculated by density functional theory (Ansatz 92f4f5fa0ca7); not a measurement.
Periodic cell of 237 atoms, Si134O103, from a study of silicon, its oxide and their interface. The atomic structure is a simulated model.

Settings
functional: r2SCAN
potential files: Ansatz norm-conserving
basis: plane waves
wave-function cutoff: 1300 eV
density cutoff ratio: 4
exchange-correlation grid ratio: 1
k mesh: 2 x 2 x 1, shifted by 0.5 0.5 0.5 of a step
self-consistency stop: 5e-08 eV per atom in the density residual
occupations: Fermi-Dirac, 0.05 eV
spin: none
net charge: 0

Cell vectors (angstrom)
a  11.5403  0  0
b  0  15.3871  0
c  -1.0673  -4.7902  23.8536

Atoms and the computed forces on them: element, x, y, z (angstrom), force x, y, z (eV/angstrom)
Si  0.6662  -1.3263  -0.5512  -0.0674  0.368  0.2211
Si  0.9968  1.6375  1.4607  -0.112  -0.0124  -0.1734
Si  -0.4646  5.4488  0.1483  0.0038  -0.4617  0.3809
Si  3.2354  12.5109  -1.0932  0.3548  0.1427  -0.2956
Si  5.0705  0.0117  2.3412  -0.0723  0.4089  -0.7471
Si  2.9947  2.0803  2.5484  0.3388  -0.4968  -0.2077
Si  6.5044  10.0129  -2.6365  -0.1649  0.2525  -0.0869
Si  2.8331  7.0677  -1.4562  0.301  0.1739  -0.8349
Si  10.2472  -1.4431  2.4843  -0.7733  0.0494  -0.0261
Si  10.0612  3.2127  -0.2746  -0.1583  -0.153  0.044
Si  7.2854  4.447  -0.8097  0.0794  -0.0289  0.0571
Si  11.7181  11.386  0.2428  -0.6001  0.0085  -0.2421
Si  2.9645  -1.1383  2.774  0.0342  0.1994  0.2855
Si  3.1218  5.8332  2.3519  0.461  -0.1402  -0.1149
Si  1.6557  9.2012  2.1303  0.7789  0.1896  -0.7861
Si  2.1279  11.4055  1.5579  0.6738  -0.5637  -0.8403
Si  7.2734  -1.9387  1.2236  0.0326  0.0124  -0.2507
Si  6.176  4.8246  1.959  -0.236  -0.2804  -0.448
Si  5.9214  7.4831  -1.4496  -0.5423  0.5758  -0.5168
Si  7.6309  6.7626  2.0303  -0.1006  -0.0277  0.0942
Si  0.9148  -0.7067  1.6453  0.0201  -0.0988  -0.2145
Si  10.5409  2.3249  2.5093  -0.3117  -0.0578  -0.6853
Si  9.9252  6.0903  2.2786  0.0282  0.0784  -0.0327
Si  10.9657  10.0772  2.5677  -0.3032  0.1491  -0.3992
Si  2.6345  0.5716  4.2922  0.0082  -0.3403  -0.2099
Si  2.7745  4.0575  3.8376  -0.0286  0.0977  0.0868
Si  2.9252  7.8658  3.5884  -0.1429  0.1111  -0.0344
Si  2.7366  12.1502  3.6712  -0.138  0.3846  0.1981
Si  6.2404  1.0479  4.1266  0.0953  -0.0909  -0.082
Si  6.4302  3.4878  3.9962  -0.0511  -0.0363  -0.1126
Si  6.8329  8.6528  3.4759  -0.0146  -0.4214  0.2187
Si  6.7078  11.2654  3.55  0.2604  0.7728  -0.6212
Si  10.1444  0.4409  3.8582  0.0277  -0.04  0.3848
Si  10.2866  4.2397  3.7952  0.1812  0.1385  0.121
Si  10.4128  8.0322  3.5545  -0.0547  -0.1862  0.1657
Si  10.4314  12.0006  3.8366  0.1499  0.1009  0.0163
Si  0.5728  0.4209  5.2858  -0.1996  0.1999  0.1303
Si  0.7164  4.2007  5.1484  -0.03  -0.1284  -0.0664
Si  0.8831  8.0247  4.8062  -0.0734  -0.2592  0.1915
Si  0.8642  12.1346  5.0993  0.0753  -0.0048  0.0848
Si  4.5298  0.5265  5.615  -0.0612  0.0575  0.3736
Si  4.6108  4.1153  5.3726  -0.0718  -0.0647  -0.0899
Si  4.9163  8.1135  4.8252  -0.0707  -0.012  -0.0161
Si  4.7896  11.9659  4.8085  -0.1506  -0.2705  0.1337
Si  8.2268  0.3673  5.2025  0.1343  0.0182  -0.0292
Si  8.415  4.0392  5.2456  -0.0549  0.0283  0.1648
Si  8.5377  8.1077  5.037  0.3056  -0.0933  0.0242
Si  8.4326  11.8179  5.1005  -0.022  -0.1171  0.0554
Si  0.8337  -1.4703  6.675  0.218  -0.056  -0.0857
Si  0.5315  2.3076  6.6866  -0.0294  0.1389  -0.3046
Si  0.9127  6.2617  6.3118  -0.2597  0.1622  -0.2336
Si  0.7494  10.0242  6.1209  -0.0234  0.1812  0.2003
Si  4.7663  -1.6332  6.5485  0.0094  0.1634  -0.1377
Si  4.3614  2.3727  7.0173  0.0567  -0.0604  0.246
Si  4.893  6.2314  6.3893  0.072  0.032  -0.0519
Si  4.6646  10.0543  6.1119  0.1073  -0.0055  0.1292
Si  8.4219  -1.6143  6.4828  -0.2556  0.1252  0.0162
Si  8.3237  2.1297  6.7342  -0.3631  0.091  0.026
Si  8.5156  6.1391  6.4344  0.1674  -0.0786  -0.1009
Si  8.4385  9.9305  6.498  -0.1325  -0.166  0.2082
Si  2.8738  -1.5477  7.9819  -0.1072  0.1292  -0.0925
Si  2.2882  2.4791  8.2237  0.0552  -0.1633  0.1914
Si  2.882  6.3408  7.5691  -0.2087  -0.1117  0.0287
Si  2.7117  9.9816  7.3585  0.0718  0.0802  -0.1309
Si  6.629  -1.5536  8.0415  0.0987  0.1067  0.1107
Si  6.3688  2.1976  8.2218  0.1146  -0.0764  -0.2893
Si  6.7349  6.1434  7.9456  0.0284  -0.0348  -0.1958
Si  6.3427  9.9733  7.7312  -0.071  0.0672  -0.0087
Si  10.3621  -1.4736  7.8814  0.0325  0.468  0.1974
Si  10.2225  1.6896  8.0363  -0.1461  -0.419  0.0421
Si  10.5702  6.3872  7.6881  0.0079  -0.3042  -0.0678
Si  10.4379  10.2135  7.6466  0.0973  0.0386  -0.1484
Si  1.9024  1.3796  10.4208  0.2183  0.1636  0.0869
Si  2.4815  4.1591  11.8374  0.3954  0.0324  0.0428
Si  2.9259  8.2392  8.8694  0.0283  0.0519  -0.2034
Si  2.7576  11.7133  8.8833  0.1461  -0.1144  0.0391
Si  3.6465  -0.3213  9.9892  0.0068  0.084  -0.1627
Si  7.0421  4.1631  9.2113  -0.0093  -0.225  1.0021
Si  6.8744  7.4649  9.9136  0.0031  -0.0616  0.2127
Si  4.7009  11.5692  10.2828  -0.0429  -0.5589  0.4107
Si  10.0815  3.2553  9.7606  -0.0514  0.7796  0.4753
Si  11.7569  6.1948  11.5466  -0.1766  -0.0959  0.0592
Si  10.5757  8.3227  8.9511  -0.0186  0.3337  -0.2165
Si  10.4312  11.9583  9.2968  0.175  -0.292  0.0348
Si  -0.8836  1.1692  11.7473  -0.0416  0.2615  0.4503
Si  -0.0583  5.1106  9.4442  -0.1921  -0.1229  0.021
Si  1.0179  8.6823  10.1453  0.055  -0.2006  0.8092
Si  0.934  11.1361  10.2587  -0.1006  0.1953  0.1852
Si  6.1859  0.2955  9.6384  -0.05  -0.0777  -0.0779
Si  2.2028  4.6581  9.0083  0.6209  0.1823  0.3944
Si  5.0743  8.8483  9.573  0.4519  0.4773  0.7376
Si  6.7086  11.787  9.1469  -0.254  0.1136  -0.2227
Si  7.6363  0.536  11.755  -0.3131  -0.232  0.2676
Si  6.8849  5.7891  11.5491  -0.2177  -0.0038  -0.0249
Si  8.8521  8.6433  10.5138  0.0489  -0.1296  0.0246
Si  8.5289  11.0928  10.5059  -0.4121  0.1816  0.5996
Si  9.7808  -2.4743  18.6575  -0.0335  -0.0324  -0.1866
Si  -2.2768  1.7773  22.0629  -0.1677  0.3889  -0.834
Si  7.0445  -1.9271  15.6793  -0.1431  0.2236  0.2736
Si  6.475  2.0896  14.0187  -0.0302  0.1736  0.3318
Si  1.722  0.537  16.9197  0.1179  0.0427  -0.157
Si  -0.1835  -2.3511  14.1248  0.1535  0.1424  0.3341
Si  3.7515  13.2858  11.5441  0.5222  0.1674  0.2619
Si  8.5945  -3.715  13.5433  0.0034  0.0185  0.174
Si  11.1099  0.6332  14.8326  0.0073  0.0855  0.5333
Si  7.8787  4.9568  19.7088  -0.0532  0.065  -0.1068
Si  10.8507  8.7362  17.3356  -0.0794  -0.1255  0.1763
Si  8.382  0.8394  16.2415  0.123  0.1603  -0.0067
Si  7.1998  11.4504  17.8093  -0.0983  0.1114  0.0722
Si  4.9517  4.8308  13.655  0.1928  0.0672  0.175
Si  1.7967  -3.1783  12.1629  -0.3616  -0.5593  0.1067
Si  4.4844  6.6667  16.166  -0.0445  -0.0283  0.0194
Si  5.5784  14.8225  13.573  -0.1154  -0.0377  0.3755
Si  1.0939  -2.1051  17.9173  0.181  0.1763  -0.4397
Si  6.605  1.8866  23.5905  0.6587  0.1845  -0.5852
Si  9.9362  9.0752  14.4639  0.0732  -0.1448  0.0504
Si  8.3515  0.3453  19.2658  -0.0364  0.0618  -0.0998
Si  12.7279  1.9475  19.4742  0.0204  0.0447  -0.3148
Si  1.3749  10.5381  18.4731  0.168  -0.0795  -0.05
Si  10.5642  3.7614  20.2731  -0.1654  -0.0493  -0.4184
Si  5.4329  0.6378  20.3711  -0.046  0.0692  -0.4545
Si  1.1284  10.5036  14.486  0.228  0.0689  0.1247
Si  2.0386  8.5302  16.7051  0.1773  -0.1974  0.0886
Si  12.0273  -3.0163  20.4487  0.1052  -0.119  -0.0003
Si  8.5474  7.8075  18.9531  0.1414  -0.1313  0.0869
Si  6.3714  9.6138  19.7848  -0.1411  0.0572  0.3703
Si  12.3531  5.275  21.8333  0.233  0.1196  -0.4613
Si  5.3011  4.5389  18.3786  -0.0926  0.0667  -0.1252
Si  3.784  1.9228  18.3045  0.0026  0.1465  -0.2576
Si  0.6417  1.6864  24.3802  -0.6109  0.5704  0.1947
Si  6.4391  8.6089  17.2376  -0.1656  -0.2249  -0.2718
Si  5.173  8.2383  22.1921  -0.0723  -0.0475  -0.2213
Si  10.7606  -3.1713  23.0356  0.1389  -0.2188  0.0393
Si  -1.968  7.0217  12.2298  -0.1599  -0.3001  0.5331
O  3.2743  11.9048  0.4221  -0.3927  0.0464  0.2256
O  6.1658  -0.7336  1.3769  0.1298  -0.1624  0.2183
O  3.5933  8.433  22.4839  -0.1447  -0.1641  0.1095
O  2.0691  13.6425  -1.2882  -0.1803  -0.2472  0.0856
O  8.7892  -1.4481  1.588  0.5869  -0.116  0.2851
O  9.5465  2.5071  1.1451  0.3191  0.1759  0.2344
O  0.1968  3.2596  24.8462  -0.0474  -0.618  0.0521
O  10.5002  10.5861  1.0078  0.4911  -0.0351  0.3062
O  -3.6602  2.4319  22.6351  -0.1618  -0.1027  0.1337
O  6.8693  -3.2351  2.1342  0.008  -0.2668  0.4845
O  8.6573  3.5667  -1.0983  0.0901  -0.0369  0.3107
O  10.2711  0.0771  8.5404  -0.029  0.1704  -0.4964
O  9.2591  0.2902  11.558  0.0689  0.196  0.0128
O  3.0861  4.7934  10.4535  -0.786  -0.2153  -0.39
O  8.6403  4.0273  9.5958  0.1908  -0.2238  -0.3202
O  6.426  4.4253  10.7417  0.3919  0.0808  -0.4062
O  0.4163  0.7249  10.8344  0.3048  0.1183  -0.0927
O  10.2655  2.6865  11.3002  -0.0248  -0.2276  -0.2715
O  12.5424  7.6666  11.5043  -0.0464  0.0336  -0.5542
O  10.0919  8.0681  18.5871  -0.1785  0.1012  -0.2049
O  12.8574  1.4549  21.0231  0.0403  0.2805  0.3452
O  4.6521  5.43  1.7624  -0.28  0.1743  0.4753
O  2.9575  11.2832  -2.1481  -0.224  0.0495  0.3848
O  7.1667  -2.3497  -0.3419  -0.0057  0.097  0.3263
O  4.3356  1.4031  1.7074  -0.432  0.289  0.6525
O  4.278  0.6499  19.2114  0.2223  0.159  0.3287
O  6.9207  4.6647  18.429  -0.0445  0.0428  0.3604
O  4.4361  6.8594  -1.2081  0.1082  0.0196  0.0621
O  5.6369  9.4564  21.2079  0.0801  -0.2133  -0.098
O  1.2175  10.9395  20.0512  -0.2199  0.3656  -0.1588
O  11.2919  5.5934  22.9968  -0.1387  0.2295  0.2314
O  2.6714  8.677  -1.7501  -0.2434  -0.169  0.1345
O  6.4969  3.9589  0.5504  -0.1021  0.1652  0.4191
O  5.5677  8.7611  18.6279  0.4731  0.2026  -0.0702
O  6.4356  11.5976  -2.3806  -0.0143  0.0162  0.1296
O  -0.428  1.1633  13.3091  -0.1234  -0.1447  -0.458
O  8.1263  -0.7638  16.0506  -0.1723  -0.0673  -0.1446
O  5.8306  9.1331  -1.4508  0.1769  -0.3636  -0.2962
O  8.4088  5.8359  12.1918  -0.037  0.2243  -0.155
O  1.1657  5.0395  12.3027  0.0795  0.1478  -0.2493
O  4.4058  13.9804  12.8899  -0.0606  0.1087  -0.221
O  2.1623  2.5748  11.544  -0.2752  -0.0862  -0.2287
O  6.9772  -0.6632  12.6963  -0.0287  0.3056  -0.0745
O  4.8138  9.9611  10.8424  0.1071  0.1457  -1.0684
O  8.7758  11.8084  18.0142  -0.0737  0.0828  0.0304
O  -1.5457  -2.9277  13.5159  -0.0898  -0.0527  -0.0536
O  7.4163  1.9088  12.6692  0.0675  -0.3638  -0.1383
O  5.2457  1.0224  13.7927  0.3401  -0.1706  -0.1413
O  5.9047  3.5971  14.1539  -0.0815  -0.0061  -0.2636
O  0.5048  -3.4831  15.0865  -0.1111  -0.1188  -0.3571
O  7.6147  -3  14.6101  0.1579  -0.0176  -0.1171
O  8.0528  11.6681  12.0151  0.2991  -0.211  -0.4111
O  12.0115  -2.7108  22.0404  -0.3431  -0.1966  -0.1353
O  12.4554  1.0984  15.6287  -0.1926  -0.2448  0.0263
O  11.4253  2.862  19.2521  0.1054  0.0048  0.4284
O  12.5165  0.7881  18.3546  0.1961  0.1082  0.0079
O  7.2815  1.7197  15.4039  -0.0424  -0.2095  -0.2785
O  7.7009  7.6406  17.5702  -0.0595  0.2792  0.2287
O  3.1724  1.2754  16.9341  -0.2314  -0.0636  0.3407
O  -0.4756  -0.9822  14.9023  0.0164  -0.0425  -0.274
O  1.8465  -3.525  17.6585  -0.3378  0.0009  0.3413
O  0.8144  -2.0585  12.8703  0.0282  -0.2571  0.1376
O  2.0255  9.67  15.5378  -0.238  -0.0197  0.0237
O  9.6148  7.6542  13.7516  0.0586  0.1475  -0.1416
O  9.8599  8.9351  16.0772  0.1645  0.0759  -0.1723
O  5.7531  14.1756  15.0427  0.2249  0.0085  -0.2457
O  1.8362  -1.0833  16.903  -0.2255  0.1066  0.2937
O  5.7925  5.8749  12.7408  0.0834  -0.289  0.0444
O  6.3539  4.4317  -2.1885  0.1988  -0.0828  0.2824
O  3.6445  4.2103  12.9492  -0.2092  0.0271  -0.1936
O  4.7511  5.6627  17.3832  0.0885  0.0234  -0.0497
O  4.4407  5.7568  14.8589  0.0855  -0.0789  -0.0693
O  -0.5276  -2.1479  17.6295  0.1461  -0.0675  0.2774
O  8.978  -1.1268  19.0344  -0.0003  0.0442  0.0074
O  3.0475  7.3555  16.356  0.0795  0.131  0.0584
O  8.4316  1.167  17.8423  -0.0081  -0.2674  0.1333
O  6.9823  10.1105  16.8825  0.0262  -0.0374  0.2418
O  -0.097  10.1515  17.8682  0.21  -0.1229  -0.0091
O  9.8283  1.2235  15.6208  0.03  -0.2687  -0.1726
O  -0.1189  9.573  14.0051  -0.1159  0.0383  0.0841
O  -2.4744  1.025  20.5718  -0.016  0.1925  0.5648
O  2.3836  9.3017  18.1257  -0.451  0.1608  -0.2642
O  5.5774  7.8821  16.0807  -0.0181  -0.0362  0.2582
O  0.5741  7.8278  16.8556  -0.0228  0.4367  0.0337
O  10.4065  -4.7739  22.6641  0.363  0.2168  -0.0725
O  1.2186  -1.8484  19.551  -0.2847  -0.4128  -0.0504
O  7  4.7923  21.0636  -0.0816  -0.092  -0.2049
O  8.4823  6.4464  19.7842  -0.1486  -0.04  -0.1088
O  8.8137  10.1382  14.0061  0.0873  0.1114  -0.0732
O  2.5781  2.7137  19.079  -0.0931  -0.3852  0.0471
O  5.4055  2.1804  20.9205  -0.1403  -0.0749  0.2222
O  6.782  0.2182  19.6035  -0.0346  0.1274  0.2183
O  4.9101  3.0248  17.9235  -0.1316  -0.03  0.2097
O  2.0628  -4.4378  13.2298  -0.2233  0.3734  -0.0244
O  10.446  -3.0824  20.0147  0.243  0.097  -0.0875
O  4.6622  4.9006  19.8235  0.3685  -0.0946  0.2079
O  11.4326  5.1205  20.4937  0.0092  -0.2738  0.4316
O  10.3116  2.9933  21.6964  -0.084  -0.0494  -0.0279
O  6.4879  11.1677  19.2671  0.1772  -0.3441  -0.3202
O  6.5441  -2.6786  17.0306  0.2663  -0.1059  -0.1447
O  11.1898  12.7546  -0.5229  0.3512  -0.2455  -0.0186
O  7.9028  9.0159  19.8436  -0.201  -0.1135  -0.2941
O  9.1251  3.9597  19.5789  0.1552  0.108  0.2967

Results
free energy: -63570.979 eV
free energy less fixed offsets of O -463.61, Si -117.95 eV per atom: -13.849 eV
pressure: -1.86 GPa
stress xx, yy, zz, yz, xz, xy (GPa, positive in tension): 2.2, 1.86, 1.53, 0.29, -0.01, -0.08
